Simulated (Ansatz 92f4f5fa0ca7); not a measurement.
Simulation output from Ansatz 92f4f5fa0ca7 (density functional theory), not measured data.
Periodic cell of 213 atoms, Si132O78H3, from a study of silicon, its oxide and their interface. The atomic structure is a simulated model.
Doubt: the cutoff is low for norm-conserving oxygen, so forces and energies are approximate.

Settings: functional HSE06; potential files SPMS norm-conserving; basis plane waves; wave-function cutoff 800 eV; density cutoff ratio 4; exchange-correlation grid ratio 1; k mesh 1 x 1 x 1, Gamma-centred; occupations fixed; spin none; net charge -1 e, with a uniform compensating background and no finite-size correction.

Cell vectors (angstrom)
a 10.938 0 0
b 0 10.938 0
c 0 0 31.3387

Atoms: element, x, y, z (angstrom)
Si 10.3426 0.5144 23.9877
Si 5.7172 10.6274 23.9239
Si 2.1926 3.0442 23.9117
Si 8.6441 2.2232 24.0037
Si 0.334 4.8855 23.8773
Si 4.8782 5.9248 24.0356
Si 3.195 7.6493 23.8761
Si 7.504 8.7912 23.832
Si 1.1826 1.4145 25.2667
Si 6.8353 1.3094 25.2199
Si 3.9284 4.104 25.1873
Si 9.592 3.9867 25.2599
Si 1.3334 6.7312 25.0471
Si 6.7091 6.9331 25.1336
Si 4.0519 9.4947 25.1458
Si 9.3631 9.6261 25.1131
Si 2.6577 -0.0228 26.4489
Si 8.1277 -0.0305 26.6696
Si -0.064 2.7223 26.7562
Si 5.4084 2.735 26.4628
Si 2.6263 5.4635 26.6152
Si 8.1539 5.4907 26.4169
Si -0.0832 8.1839 26.3486
Si 5.3934 8.2063 26.6315
Si 4.0586 1.3442 27.8507
Si 9.5089 1.3247 28.0253
Si 1.3275 4.106 28.0227
Si 6.7915 4.1206 27.8354
Si 4.0386 6.8179 27.9537
Si 9.5361 6.8373 27.8219
Si 1.2962 9.5329 27.8134
Si 6.7769 9.5407 27.9947
Si 0.0071 -0.0333 29.2912
Si 5.4344 0.0199 29.2923
Si 2.7441 2.7211 29.2927
Si 8.156 2.7677 29.2867
Si -0.0457 5.5112 29.2929
Si 5.4583 5.4684 29.2775
Si 2.6901 8.2243 29.271
Si 8.2093 8.1864 29.2816
Si 1.3673 1.3673 30.6549
Si 6.8362 1.3673 30.6549
Si 4.1018 4.1018 30.6549
Si 9.5708 4.1018 30.6549
Si 1.3673 6.8362 30.6549
Si 6.8362 6.8362 30.6549
Si 4.1018 9.5708 30.6549
Si 9.5708 9.5708 30.6549
Si 2.7345 0 0.6835
Si 8.2035 0 0.6835
Si 0 2.7345 0.6835
Si 5.469 2.7345 0.6835
Si 2.7345 5.469 0.6835
Si 8.2035 5.469 0.6835
Si 0 8.2035 0.6835
Si 5.469 8.2035 0.6835
Si 4.0978 1.392 2.0618
Si 9.6293 1.3356 2.0563
Si 1.4142 4.0572 2.0537
Si 6.8328 4.1054 2.0473
Si 4.1353 6.8155 2.0611
Si 9.5671 6.8529 2.0417
Si 1.3725 9.587 2.0557
Si 6.8699 9.5514 2.0459
Si 0.1013 0.0432 3.5193
Si 5.5257 0.0323 3.3483
Si 2.7735 2.7323 3.5406
Si 8.2663 2.753 3.335
Si 0.0512 5.4814 3.3182
Si 5.4797 5.4335 3.4936
Si 2.7916 8.2406 3.3671
Si 8.2517 8.2257 3.4793
Si 1.4901 1.3696 5.027
Si 6.93 1.3829 4.6729
Si 4.1211 4.0883 4.9709
Si 9.6526 4.1141 4.6606
Si 1.435 6.8216 4.6523
Si 6.8653 6.8273 4.8202
Si 4.1435 9.656 4.7026
Si 9.693 9.5798 4.8583
Si 2.9108 -0.1099 6.36
Si 8.31 0.0974 6.1145
Si 0.0332 2.8818 6.2059
Si 5.6062 2.6272 6.1938
Si 2.6915 5.5696 6.2256
Si 8.3186 5.4428 6.0831
Si 0.2599 8.2262 6.0896
Si 5.4245 8.2273 6.0474
Si 4.9506 0.7005 7.4825
Si 9.1427 1.9752 7.3768
Si 0.8568 4.7238 7.5139
Si 7.3962 3.6601 7.3384
Si 3.5877 7.4571 7.3571
Si 10.0591 6.5427 7.262
Si 1.8455 9.1288 7.6538
Si 6.6246 9.8467 7.2117
H 4.0977 7.0054 8.6969
O 7.0348 4.0361 8.9362
O 9.5871 1.8245 8.9902
O 5.0851 1.0694 9.1257
O 7.3153 9.1467 8.5798
O 9.4189 7.3183 8.6105
O 1.252 4.2574 9.0869
H 8.2823 2.6342 22.6067
H 10.7611 0.195 22.5816
O 10.329 5.3601 22.5583
O 2.7739 2.1424 22.5993
O 2.9722 7.8567 22.2228
O 5.2099 5.5306 22.4541
O 4.9781 0.4435 22.6021
O 7.9313 8.2531 22.3172
Si 4.5195 8.208 14.4733
Si 4.1456 1.6348 21.8463
Si 3.949 1.4318 15.3055
Si 5.8773 1.2174 10.5306
Si 8.045 7.879 9.2904
Si 7.2927 1.5292 14.6527
Si 5.8169 7.8335 19.0584
Si 8.5638 10.5813 18.8604
Si 5.009 4.5113 21.22
Si 10.5695 2.8602 12.643
Si 1.1261 5.0248 16.9499
Si 3.2268 8.2891 20.6783
Si 4.6018 9.8827 17.1077
Si 9.3238 4.5024 18.4529
Si 8.4101 8.2256 20.7748
Si 6.4867 4.9866 18.6707
Si 1.0024 2.2711 15.4945
Si 2.8412 0.0571 19.5198
Si 4.6154 3.9859 11.5146
Si 0.3903 9.3404 15.8567
Si 9.1515 1.088 10.3659
Si 9.2335 10.4843 14.1925
Si 6.8033 5.1841 10.0626
Si 7.4444 2.2481 17.7976
Si 8.7808 5.2367 12.5397
Si 0.4007 0.5605 17.8921
Si 2.3734 5.6239 19.7131
Si 5.0672 10.8913 13.1316
Si 10.4102 5.7408 20.9809
Si 1.6148 4.4801 10.6534
Si 9.6817 9.2585 11.3029
Si 6.994 6.4699 14.8792
Si 1.8582 7.1338 14.708
Si 8.6069 8.5726 16.3401
Si 0.4089 6.8689 11.9322
Si 5.5286 3.8547 14.462
O 9.8223 1.7633 11.6978
O 3.0862 3.893 11.0124
O 4.2462 8.7665 15.9846
O 0.1526 8.4228 11.4745
O 9.9881 0.3985 18.752
O 0.8736 6.728 13.4936
O 0.6501 3.6465 11.6606
O 8.6107 9.7934 20.2989
O 9.6978 4.6029 20.0399
O 3.517 10.2732 18.2335
O 3.4086 7.0368 14.2153
O 8.4489 8.328 10.805
O 3.5962 4.8131 20.4319
O 4.7681 0.3761 16.2868
O 9.7351 7.2275 20.6822
O 7.5095 1.0857 10.4618
O 4.8222 8.2838 20.2905
O 3.9825 1.0332 13.7127
O 5.092 2.957 21.7014
O 4.4553 9.4112 13.3923
O 2.1186 4.9484 18.2487
O 7.9957 5.4174 18.2309
O 5.2833 5.1872 10.6471
O 6.8108 2.9396 14.0002
O 0.0882 1.6506 16.7089
O 1.6507 8.6997 15.0978
O 7.2955 1.6975 16.2729
O 5.98 7.5583 14.2533
O 9.4671 3.9219 13.2151
O 5.3399 0.0456 11.5456
O 1.4919 6.0916 10.993
O 2.6411 7.2276 19.5743
O 6.4022 0.3036 14.023
O 7.758 4.8413 11.3483
O 9.8098 10.5228 10.2891
O 4.7131 4.3128 13.1273
O 1.0548 5.5886 20.6508
O 6.1203 5.1385 15.3083
O 1.3271 3.8051 15.9091
O 5.5463 6.3359 18.3447
O 2.3793 1.4159 15.676
O 7.4289 0.8553 18.7208
O 6.9905 6.649 9.4019
O 6.3026 4.7647 20.2707
O 8.2278 9.6086 15.1405
O 5.4476 2.6224 11.2324
O 7.2678 7.6517 19.7681
O 10.5222 5.0591 17.4998
O 8.7992 1.1176 14.212
O 6.2935 3.4288 18.0602
O 4.5832 2.9421 15.4519
O -0.2078 10.446 14.8226
O 1.5736 0.9337 18.9679
O 8.0846 6.07 13.7519
O 3.7876 1.0945 20.3399
O 8.4317 9.4029 17.7286
O 8.8946 2.9756 18.064
O 2.4782 9.7395 20.5106
O 1.5294 6.3215 16.0706
O 9.9129 6.1342 11.8229
O 7.7302 7.2077 16.1541
O 5.7731 9.0755 17.9632
O 0.8288 10.0655 17.2335
O 10.1973 8.1951 16.1854
O 0.4292 2.2541 13.9607
O 9.2044 9.8311 12.7389

Results
free energy: -49937.113 eV
free energy less fixed offsets of H -15.86, O -447.96, Si -113.29 eV per atom: 5.627 eV
gap between the highest filled and lowest empty level on this k mesh: 0.692 eV

The program warned: the cutoff lies below the one the program advises for these potential files; the forces do not sum to zero within the program's tolerance; the exchange-correlation potential is rough where the density is thin.
